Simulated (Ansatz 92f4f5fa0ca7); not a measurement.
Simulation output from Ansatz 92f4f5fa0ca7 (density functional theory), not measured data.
Periodic cell of 259 atoms, Si144O115, from a study of silicon, its oxide and their interface. The atomic structure is a simulated model.
This geometry differs little from another in the collection (a relaxation step or a small displacement).

Settings
functional: r2SCAN
potential files: Ansatz PAW
basis: plane waves
wave-function cutoff: 800 eV
density cutoff ratio: 5
exchange-correlation grid ratio: 1
k mesh: 1 x 1 x 1, shifted by 0.5 0.5 0 of a step
self-consistency stop: 1e-10 eV per atom in the density residual
occupations: fixed
spin: none
net charge: 0

Cell vectors (angstrom)
a  10.88  0  0
b  0  10.88  0
c  -1.4169  -0.3912  36.8586

Atoms and the computed forces on them: element, x, y, z (angstrom), force x, y, z (eV/angstrom)
Si  7.7718  14.0607  -9.9764  0.0096  -0.0004  0.0472
Si  6.8831  16.0185  -4.7791  0.0033  -0.0003  -0.0185
Si  -1.9935  7.3628  -4.7415  -0.0096  -0.0095  -0.0204
Si  -0.8411  11.176  18.4327  -0.0028  0.0054  -0.0053
Si  -2.5296  10.8017  -1.9874  0.0095  0.0014  -0.0753
Si  4.2033  9.9028  -5.1768  -0.0071  -0.0068  -0.0201
Si  7.0235  14.9055  -2.0468  0.0012  -0.0034  -0.0645
Si  -0.8069  15.2207  -8.0787  0.0027  -0.0064  0.0099
Si  3.0458  11.1664  0.0141  -0.0048  0.0016  -0.0478
Si  5.292  13.3507  0.0846  0.0067  0.0096  -0.0518
Si  2.6428  5.3173  0.0989  0.0044  -0.0028  -0.0451
Si  5.9171  8.5448  0.1977  -0.0003  -0.0073  -0.0403
Si  -3.2525  10.2667  0.1482  -0.0082  -0.0074  0.0192
Si  10.9949  14.3887  -0.3831  -0.0003  -0.0074  -0.0553
Si  8.2374  16.6432  0.2412  -0.0127  -0.0089  -0.0492
Si  -0.311  7.8199  0.1308  0.0053  0.0115  -0.063
Si  1.3959  12.1817  1.3007  -0.0125  0.0159  -0.0271
Si  4.0993  14.9196  1.3969  -0.0007  -0.004  0.0046
Si  1.379  6.8017  1.4043  0.0003  -0.0023  0.006
Si  4.1428  9.5519  1.3356  -0.0011  0.0002  0.0072
Si  6.815  12.1262  1.3675  -0.0039  -0.0026  0.0046
Si  9.5322  15.0597  1.344  0.0007  0.0026  0.0126
Si  6.7818  17.7861  1.5931  0.0003  0.0022  0.0108
Si  -1.4289  9.4544  1.4003  -0.0035  -0.0064  0.0045
Si  -0.0088  10.8681  2.6644  -0.0031  -0.004  0.0013
Si  2.6735  13.602  2.733  0.0025  0.003  0.0031
Si  0.0161  5.4559  2.7874  -0.0027  -0.0008  -0.0001
Si  2.7513  8.1909  2.6887  -0.0023  0.0026  -0.0034
Si  5.428  10.8876  2.8029  0.004  0.0012  -0.0018
Si  8.2265  13.5517  2.6267  -0.0002  0.0027  -0.001
Si  5.407  16.3097  2.7645  0.005  -0.0012  -0.0039
Si  8.1917  8.1833  2.9234  -0.001  -0.0009  -0.0029
Si  1.3684  9.5283  4.0363  0.0013  -0.0009  -0.0007
Si  4.045  12.2501  4.093  -0.0016  -0.0021  -0.0011
Si  1.3561  4.0814  4.1315  0.0008  0.0004  0.0002
Si  4.0615  6.8136  4.1055  -0.0014  -0.0014  -0.0034
Si  6.7883  9.5538  4.1937  -0.001  0.0001  -0.0005
Si  -1.3375  12.2323  4.0657  0.0006  -0.0004  -0.0001
Si  6.8386  14.9193  4.0105  0.0011  0.0002  -0.0009
Si  -1.3257  17.6647  4.1712  -0.0017  -0.0019  0.001
Si  2.7073  10.8751  5.4225  -0.0017  -0.0003  -0.0005
Si  5.4568  13.6026  5.3992  -0.0004  0.0022  -0.0029
Si  2.7121  5.4584  5.481  0  -0.0007  -0.0009
Si  5.4274  8.151  5.496  0  -0.0013  -0.0016
Si  -2.7007  10.9175  5.4913  0.0002  -0.0014  -0.0027
Si  -0.0029  13.5858  5.4679  0.0008  0.001  -0.0018
Si  -2.7296  16.2783  5.4248  0.002  -0.0008  -0.0015
Si  0.0433  8.1764  5.4408  -0.001  0.0007  -0.0032
Si  1.3731  12.2127  6.8023  0.0012  -0.0017  -0.0018
Si  4.1162  14.9535  6.7782  -0.0001  -0.0005  -0.0014
Si  1.3553  6.8326  6.8344  0  0.0009  -0.0013
Si  4.0494  9.5397  6.811  -0.001  0.0014  -0.0037
Si  6.7902  12.2813  6.8152  -0.0009  0.0011  -0.002
Si  -1.3776  14.9662  6.8048  -0.0019  0.0019  -0.0013
Si  6.8082  6.7525  6.8008  0.0011  -0.0013  -0.0026
Si  -1.3219  9.5087  6.7959  0.0016  -0.0012  -0.0026
Si  0.0418  10.8384  8.1648  -0.001  -0.0025  -0.002
Si  2.7527  13.5847  8.1252  0.0011  -0.0001  -0.0008
Si  -0.0386  5.4754  8.1593  0.0017  -0.0001  -0.0038
Si  2.6983  8.2012  8.1894  0.0015  -0.0001  -0.0021
Si  5.4236  10.9026  8.1497  0  -0.0012  -0.0026
Si  8.1406  13.6446  8.1751  -0.0013  -0.0023  -0.0029
Si  5.4478  16.2902  8.1743  0.0007  0.0007  -0.0019
Si  8.2083  8.106  8.1209  0  -0.0014  -0.0032
Si  1.354  9.5113  9.6272  0.0007  -0.0017  0.0002
Si  4.077  12.2511  9.5608  -0.0001  -0.0011  -0.0021
Si  1.3647  14.9714  9.4051  -0.0026  0.0029  0.0008
Si  4.064  6.8026  9.455  -0.0028  -0.0002  0.0007
Si  6.8204  9.4776  9.3812  -0.0048  0.0042  0.002
Si  -1.3422  12.2337  9.4048  0.0006  0.0019  0.0008
Si  6.8062  14.9844  9.5998  -0.0021  0.0013  -0.0015
Si  -1.3632  6.8044  9.6105  -0.0014  0.0009  0.0004
Si  2.7265  10.9009  10.9646  -0.0003  0.001  -0.0001
Si  5.4315  13.615  10.9401  0.0028  -0.0003  -0.0036
Si  2.651  16.359  10.7707  -0.0018  -0.0017  -0.0018
Si  5.4846  8.1318  10.7414  0.004  -0.0016  -0.0035
Si  -2.7012  10.8481  10.6781  0.0007  -0.0031  -0.0015
Si  0.0237  13.5909  10.7172  0.0001  -0.0001  -0.0046
Si  8.145  16.3461  11.0142  -0.0012  -0.0015  -0.0016
Si  -0.0168  8.1562  11.0318  0.0018  0.0017  -0.0033
Si  1.3283  12.3461  12.236  -0.0006  0.0002  0.0081
Si  3.2142  7.7184  13.3741  -0.0049  0.0004  0.0161
Si  1.3444  6.7083  12.354  -0.0024  0.0036  0.0014
Si  4.1794  9.4599  12.1446  -0.0032  0.0013  0.0058
Si  -4.0129  12.1344  12.1006  -0.0018  0.0021  0.0058
Si  7.4754  12.1693  17.0617  -0.0116  -0.0085  0.012
Si  6.7533  6.9048  12.3245  0.0051  0  0
Si  -1.43  9.6332  12.2328  -0.0026  -0.0068  0.0057
Si  4.026  15.0851  12.1592  0.0014  -0.0006  0.0089
Si  -2.2941  13.0502  13.3738  -0.0072  0.006  0.0079
Si  5.5664  9.3817  -10.4127  -0.0048  0.0066  0.0353
Si  4.4028  15.3071  18.1136  -0.0032  -0.0209  -0.0006
Si  3.4919  10.7478  21.3589  -0.0033  -0.0064  0.0372
Si  -1.3155  14.8423  12.1713  0.0002  0.0088  0.0051
Si  7.0781  7.6435  18.0226  -0.013  -0.0013  -0.0337
Si  -0.4555  11.4173  13.4638  -0.0037  0.0052  -0.0291
Si  6.8666  14.0024  19.4377  -0.0032  -0.0231  0.0081
Si  7.3453  13.652  15.2993  0.0054  -0.005  -0.0324
Si  0.4188  4.7994  13.52  0.0207  -0.0061  -0.0422
Si  -1.8749  13.8038  -2.6091  -0.0184  -0.0037  -0.0516
Si  0.3955  9.8578  16.0128  -0.0033  0.0121  -0.0355
Si  4.1915  5.792  23.2154  0.0046  -0.001  0.046
Si  4.2437  13.4005  15.7758  -0.0247  0.0151  -0.0264
Si  5.3111  10.6342  15.6073  0.018  -0.0061  -0.0222
Si  -2.4299  8.7349  -11.5596  -0.0045  0.0092  0.0481
Si  1.8289  10.6671  -9.9546  0.0002  0.0059  0.0324
Si  4.8741  16.8751  13.4495  0.004  0.0034  -0.043
Si  0.2038  6.7778  20.5423  0.0055  0.016  0.03
Si  4.1514  7.235  -1.9029  -0.0083  -0.0025  -0.0785
Si  7.2311  9.9131  -4.5493  0.0074  -0.0143  -0.0341
Si  3.9532  6.8617  -9.5731  -0.0049  0.0075  0.0447
Si  2.034  8.0101  -11.7032  0.0107  0.0179  0.0514
Si  -2.1838  8.163  15.5643  -0.0202  0.0228  -0.051
Si  3.0934  11.6828  -7.568  -0.0076  -0.008  0.018
Si  -1.9012  16.1879  18.8926  -0.0066  0.0029  0.0049
Si  2.9559  8.6471  23.7337  -0.007  0.0046  0.0447
Si  3.2013  8.3987  15.6037  0.0017  0.0013  -0.0359
Si  6.1278  12.2869  21.9902  0.0017  0.0014  0.0389
Si  -2.2725  6.0694  -12.9978  0.0021  -0.0102  0.0376
Si  -1.8546  13.9062  -12.539  0.0008  0.0096  0.053
Si  -0.321  7.2273  -7.3915  -0.0055  0.0024  0.0157
Si  -1.1401  9.4428  20.6751  -0.0028  -0.0074  0.0251
Si  -3.2054  8.7486  13.506  0.0036  -0.0042  0.0163
Si  3.2264  6.0209  20.3355  0.0037  0.0049  0.0192
Si  2.7244  13.478  -10.9786  -0.0195  -0.0116  0.0326
Si  2.3099  14.1453  13.428  -0.0214  0.0081  -0.0354
Si  0.5619  11.8299  20.9439  0.0076  -0.0039  0.0334
Si  2.5302  9.7118  -2.6143  0.0091  -0.0122  -0.062
Si  -0.9224  5.9775  23.2107  -0.0078  -0.0183  0.035
Si  -1.5661  16.0292  15.8697  0.0134  -0.0074  -0.0268
Si  -0.8051  9.8363  -9.0873  0.0033  -0.0024  0.0379
Si  5.1874  15.3586  -11.0313  0.0008  -0.0038  0.0351
Si  -0.3912  13.6989  23.302  0.0145  0.0192  0.0518
Si  -0.1817  8.7928  -2.7535  0.0122  -0.0127  -0.0483
Si  5.9516  10.4037  13.3857  -0.004  -0.0045  0.0081
Si  4.4257  6.8243  -5.0175  0.0071  0.0001  -0.0046
Si  5.1672  8.5512  20.2089  -0.0051  0.0046  0.0215
Si  -2.6202  11.32  -6.9218  0.0074  -0.0006  0.0143
Si  4.7073  6.123  16.5773  0.0341  0.0256  -0.0386
Si  1.3801  14.2104  -8.2603  -0.0057  -0.0041  0.005
Si  2.416  6.0327  -6.9813  -0.0071  0.0006  0.0137
Si  -2.0815  14.095  -5.7261  -0.0128  0.006  -0.0043
Si  5.8721  11.9287  -8.5403  0.0051  -0.0085  0.0288
Si  7.1898  9.3818  22.2955  -0.0029  0.0084  0.033
O  -1.9999  12.782  -6.6648  -0.0026  -0.0018  0.0004
O  -1.49  6.7768  -0.3236  -0.0008  0.0034  0.0163
O  4.1664  12.2799  -0.4165  -0.0021  -0.0019  0.0136
O  3.6176  10.1866  -3.6992  -0.0052  -0.0058  0.0285
O  1.4782  15.2595  -0.5734  0.0078  0.0081  0.0253
O  -1.9972  12.3167  -1.9914  0.004  0.0064  0.0189
O  -0.5835  14.44  -1.8505  0.0188  0.0045  0.0458
O  7.295  14.7364  -5.6991  0.0093  0.0009  0.0036
O  2.8686  7.0029  -10.7619  -0.0103  0.0093  -0.0286
O  0.5191  12.8835  0.0786  0.0126  -0.0133  0.0293
O  -1.2228  16.0138  17.4372  0.003  -0.0001  0.0064
O  2.9711  13.8891  14.9171  0.0353  -0.0192  0.0575
O  -1.3677  9.2827  -10.4906  -0.0031  -0.0032  -0.0284
O  5.4979  7.8718  -1.2571  0.008  0.0183  0.0453
O  4.5532  9.2485  15.9577  0.0047  0.0041  0.0179
O  -2.2711  9.5202  -12.9706  -0.0012  0.0069  -0.0238
O  -1.3152  9.8913  -2.525  -0.0264  0.0233  0.0374
O  -0.2069  15.6752  15.0601  -0.0214  -0.0017  0.0567
O  0.3002  8.2618  -1.3095  -0.0094  -0.0194  0.0747
O  0.1409  11.0723  14.9679  0.0174  -0.0109  0.0452
O  5.6953  13.8139  15.1106  0.0046  0.0012  0.015
O  4.0497  13.9535  17.2881  0.0053  0.0147  -0.0025
O  -2.5094  10.5294  -5.5227  0.0007  -0.0013  0.0021
O  4.3358  7.1725  20.0503  -0.0038  -0.0053  -0.0106
O  5.7395  15.0621  18.9995  0.0072  -0.0091  0.0048
O  -1.8404  11.8869  17.3859  0.0093  0.0058  0.0033
O  7.3926  16.1376  -1.0592  0.0148  0.0277  0.0519
O  4.5738  11.8613  21.8363  -0.0031  0.0002  -0.0133
O  4.9369  8.1408  -9.5991  0.0002  -0.0021  -0.0143
O  7.9254  6.5458  18.872  -0.0018  -0.0017  0.0005
O  5.0131  5.63  15.0533  -0.0001  -0.002  0.0842
O  -2.6117  14.8135  19.3834  -0.0086  -0.0082  0.0014
O  7.6336  8.3525  -4.4407  0.003  0.0117  0.0128
O  -2.2873  8.9007  21.6585  0.0029  0.0004  -0.0122
O  -0.6539  8.701  15.6126  0.0162  0.0047  0.0157
O  -1.4674  7.4726  -6.2691  0.0021  -0.0016  0.0017
O  4.4237  12.4802  -8.073  0.0065  0.0012  -0.0064
O  8.068  8.4696  17.038  -0.0132  -0.0066  0.034
O  -2.0822  6.5709  15.3412  -0.0086  -0.0096  0.0028
O  1.8875  9.265  15.9391  0.0057  0.0047  0.0094
O  1.8988  14.2286  -9.8055  0.012  -0.0084  -0.0191
O  -1.8398  13.0609  23.7043  0.0094  0.0016  -0.0143
O  -0.3004  8.2216  20.0465  0.005  -0.0091  -0.003
O  8.0179  15.083  15.6802  -0.0164  0.0152  0.0134
O  5.7802  10.1753  -5.1604  0.0002  0.0006  0.0051
O  2.859  8.5071  -13.0036  0.0041  -0.0009  -0.0137
O  7.0253  8.9925  -10.9019  0.0157  -0.0085  -0.0162
O  6.2801  15.4705  -3.3791  0.0082  -0.0076  0.0405
O  5.0427  16.0978  -12.4727  0.0071  0.0096  -0.0248
O  -2.5906  5.8897  -4.4631  0.0058  0.003  0.017
O  5.9675  13.9456  -1.2763  -0.0226  -0.0194  0.0574
O  6.2714  8.6243  19.0255  -0.0021  -0.0103  -0.0068
O  0.766  7.1606  -12.2475  -0.0062  -0.0151  -0.033
O  -1.747  10.2272  19.3911  -0.0028  0.0022  -0.0096
O  6.7548  15.0442  -10.7734  -0.0028  0.0047  -0.0219
O  -1.0827  15.1277  -6.4647  -0.001  -0.0082  -0.0077
O  -1.8626  15.5136  -12.4027  -0.0021  0.0138  -0.0206
O  -1.898  10.5729  -8.1528  0.0008  -0.0008  -0.007
O  0.1562  13.0557  21.9187  0.0008  0.0003  -0.0188
O  -0.1676  10.4718  21.4701  0.0007  0.0022  -0.0155
O  -0.0095  6.6981  22.1228  -0.0045  -0.0034  -0.0346
O  -0.1943  8.5737  -8.2772  -0.0018  0.0081  -0.0145
O  3.9172  7.3575  23.54  -0.001  -0.0055  -0.0225
O  6.6945  11.4441  -7.2538  -0.0158  0.0072  -0.0293
O  6.3752  12.9947  23.4169  -0.0112  -0.0112  -0.0379
O  5.9592  8.5638  21.6297  -0.0023  -0.0063  -0.0205
O  4.1036  8.3234  -5.5592  -0.0009  0.0007  0.0071
O  4.7044  9.7591  -11.7212  -0.0115  -0.0073  -0.0319
O  4.4538  6.805  -3.4142  -0.0084  0.0062  0.0511
O  3.113  9.7218  22.5541  0.0005  0.0153  -0.0315
O  2.1624  11.5492  20.9011  -0.0034  0.0015  -0.0081
O  0.2113  10.354  17.5322  0.0026  0.0021  0.0114
O  5.8333  6.1433  -5.4931  -0.0107  0.0051  0.0009
O  2.5273  11.8803  -10.7679  0.0014  0.0267  -0.024
O  2.7164  10.4874  -8.6098  -0.0049  0.0145  -0.0111
O  3.0022  8.3506  -1.8965  0.0156  -0.0053  0.0023
O  6.0361  6.9031  17.0536  -0.011  -0.007  0.0216
O  2.1162  13.7958  -12.4225  -0.0157  0.0065  -0.0221
O  1.0907  6.9063  -6.6748  0.0027  -0.0023  -0.0046
O  1.7659  6.6702  20.2186  -0.0011  0.0039  -0.0034
O  1.7014  9.3224  -10.8284  0.0093  -0.0315  -0.0388
O  1.8874  12.7966  -7.553  0.0037  -0.0022  -0.0058
O  6.8209  12.7472  18.4249  0.0069  0.0397  0.0102
O  -1.6037  13.7633  -4.2159  -0.0004  0.0013  0.0326
O  -0.5214  15.2989  23.2152  -0.0079  -0.0113  -0.007
O  -2.1415  14.7908  -8.9094  -0.0151  -0.0056  -0.0297
O  -2.3177  7.1408  -11.7928  0.0039  -0.0025  -0.0233
O  3.2871  15.7323  19.2158  0.0061  -0.0027  -0.0149
O  7.0397  10.9519  21.9288  -0.0038  0.0006  -0.0122
O  -0.639  5.9509  -8.354  -0.0015  0.0071  -0.0077
O  -2.4988  6.1092  22.8479  0.0014  0.0017  -0.0145
O  5.6197  10.6831  -9.5041  0.0032  -0.0032  -0.0079
O  5.7906  5.5984  23.072  -0.0034  0.0042  -0.0142
O  4.2661  14.0115  -10.9855  -0.0033  -0.0018  -0.0174
O  6.5907  13.3796  20.8955  0.0067  0.0049  -0.0295
O  2.3517  10.7691  -1.4125  0.0122  0.0207  0.0649
O  6.5907  10.869  16.6056  -0.0167  0.0071  -0.0058
O  -2.1224  13.3302  -11.0469  0.0051  -0.0025  -0.0282
O  3.5894  5.9779  -1.0618  -0.0154  -0.0202  0.0461
O  6.7937  13.0232  -9.251  0.0016  -0.0009  -0.0142
O  -0.673  5.6027  19.883  0.0072  -0.0047  -0.0143
O  4.74  5.4834  -9.8489  0.0077  -0.0167  -0.0199
O  4.1655  9.8388  20.1788  0.0012  -0.004  -0.0105
O  0.3112  10.958  -9.4553  0.0037  -0.001  -0.0122
O  7.1828  10.6306  -3.103  0.0074  0.0011  0.0403
O  3.246  5.906  -5.6073  0.0068  0.0018  -0.0022
O  3.2689  6.7913  -8.125  0.0088  0.006  -0.0282
O  2.1102  15.4065  -7.4485  0.0063  -0.0012  -0.0027
O  4.2005  11.7919  15.8496  -0.0064  0.0285  0.0186
O  0.0083  12.1409  19.4365  0.0001  0.0101  -0.0108
O  -0.7675  7.6467  -3.7257  0.0129  -0.0009  0.0109
O  1.1364  9.4685  -3.4025  0.0059  0.0012  0.0176
O  3.4247  10.907  -6.1832  0.0057  0.0041  -0.0025
O  3.3747  7.0827  16.5596  0.0041  -0.0193  0.0172
O  3.4803  16.2863  21.8146  -0.0074  -0.0029  -0.0308

Results
free energy: -157703.784 eV
free energy less fixed offsets of O -570.45, Si -639.56 eV per atom: -5.394 eV

The program warned: the cutoff lies below the one the program advises for these potential files; the forces do not sum to zero within the program's tolerance; empty levels may hold ghost states of the PAW files; the exchange-correlation potential is rough where the density is thin.
